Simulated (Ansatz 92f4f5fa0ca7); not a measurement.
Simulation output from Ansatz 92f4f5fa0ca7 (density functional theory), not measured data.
Periodic cell of 270 atoms, Si166O104, from a study of silicon, its oxide and their interface. The atomic structure is a simulated model.
Doubt: the cutoff is far below the 930 eV that the study's wrapper takes by default for these files, so forces and energies are approximate.
This geometry differs little from another in the collection (a relaxation step or a small displacement).

Settings: functional PBE; potential files Ansatz PAW; basis plane waves; wave-function cutoff 580 eV; density cutoff ratio 5; exchange-correlation grid ratio 1; k mesh 1 x 1 x 1, Gamma-centred; self-consistency stop 5e-08 eV per atom in the density residual; occupations fixed; spin none; net charge 0.

Cell vectors (angstrom)
a 11.6015 0 0
b 0 13.3963 0
c 0 0 30.5921

Atoms and the computed forces on them: element, x, y, z (angstrom), force x, y, z (eV/angstrom)
Si -0.1412 -0.1179 23.9225 0.0002 0.009 0.0152
Si 3.6605 -0.0433 23.8792 -0.001 0.0037 0.0235
Si 7.7062 -0.0286 23.956 -0.0126 0.0047 0.0129
Si 1.6838 3.4671 23.9365 -0.0197 0.0093 0.0253
Si 5.6088 3.3056 23.7014 0.0015 0.0113 0.026
Si 9.4413 3.3533 23.8844 0.0001 -0.0009 0.0131
Si -0.0812 6.6058 23.9782 -0.0067 -0.0021 0.0161
Si 3.7185 6.6672 23.8655 0.0011 0.0047 0.0338
Si 7.573 6.7228 23.7364 0.01 -0.0108 0.026
Si 1.7922 10.0769 23.9446 -0.0036 -0.0244 0.0274
Si 5.5817 10.0569 23.9715 0.0093 0.0038 0.0252
Si 9.5252 10.0576 23.7919 0.0047 -0.0031 0.0289
Si -0.1892 2.1852 24.5909 0.0071 -0.005 -0.0105
Si 3.6626 2.2475 24.5305 0.0072 -0.007 -0.0169
Si 7.5333 2.2244 24.6439 -0.0049 -0.0023 -0.0134
Si 1.8434 5.6062 24.8748 0.0107 -0.0101 -0.0036
Si 5.6839 5.5396 24.5424 0.0018 -0.0043 -0.0184
Si 9.4983 5.5933 24.6361 0.0039 0.0057 -0.0186
Si -0.1475 8.8997 24.591 -0.0029 0.0104 -0.0136
Si 3.7009 8.8895 24.7208 -0.01 -0.0022 -0.0223
Si 7.5921 8.9375 24.5892 -0.0101 0.0027 -0.0235
Si 1.8013 12.2625 24.8033 0.0056 0.0095 -0.0103
Si 5.6771 12.3166 24.6322 0.0187 -0.0027 -0.0162
Si 9.5633 12.2095 24.7835 0.0046 -0.0073 -0.012
Si -0.085 2.2057 26.9846 -0.0043 0.0038 0.0147
Si 3.7791 2.2278 26.9509 -0.0089 0 0.0197
Si 7.6402 2.2236 27.0231 -0.0033 0.0012 0.0107
Si 1.8911 5.5824 27.1794 0.0006 0.0033 0.0102
Si 5.7445 5.5573 26.9569 -0.003 0.0014 0.0238
Si 9.5912 5.5781 27.0185 -0.0035 0.0044 0.0157
Si -0.0783 8.9066 26.9927 -0.0065 -0.002 0.0143
Si 3.7961 8.9048 27.0729 -0.0029 0.0007 0.0155
Si 7.6719 8.9152 26.9862 -0.0042 -0.0012 0.0123
Si 1.8726 12.2758 27.128 0.0039 0.0001 0.0137
Si 5.7442 12.2939 27.014 -0.0057 0.0029 0.0146
Si 9.6154 12.2452 27.1173 0.0019 -0.0027 0.0118
Si 1.8665 1.1321 27.8279 0.0053 0.0012 -0.016
Si 5.7128 1.1219 27.8189 0.0059 -0.0056 -0.0111
Si 9.5968 1.1106 27.8241 0.0056 0.0041 -0.0079
Si -0.0692 4.4369 27.8212 0.0032 -0.0042 -0.0153
Si 3.8404 4.441 27.8279 -0.0001 0.0024 -0.0137
Si 7.6701 4.4562 27.8154 0.0034 -0.0017 -0.0104
Si 1.8609 7.829 27.8588 0.0074 -0.0026 -0.012
Si 5.7553 7.7841 27.8081 0.0004 0.0038 -0.0108
Si 9.6049 7.8049 27.8214 0.007 0 -0.0093
Si -0.0468 11.1246 27.851 -0.0013 -0.0018 -0.0093
Si 3.833 11.1568 27.8327 0.0005 -0.0036 -0.0076
Si 7.663 11.1396 27.8267 0.0018 -0.0059 -0.0116
Si 1.9336 1.1164 30.1972 -0.0782 0.1018 -0.1631
Si 5.8008 1.1164 30.1972 -0.1745 0.0188 -0.1194
Si 9.6679 1.1164 30.1972 -0.131 0.024 -0.0206
Si 0 4.4654 30.1972 -0.2135 -0.0611 -0.0541
Si 3.8672 4.4654 30.1972 0.0923 -0.1485 0.0415
Si 7.7343 4.4654 30.1972 -0.1131 0.0084 0.0603
Si 1.9336 7.8145 30.1972 -0.1854 0.0846 0.2499
Si 5.8008 7.8145 30.1972 -0.053 -0.0911 -0.2295
Si 9.6679 7.8145 30.1972 -0.1262 0.0137 -0.1437
Si 0 11.1635 30.1972 -0.0813 -0.1502 0.2444
Si 3.8672 11.1635 30.1972 -0.019 -0.0597 0.0754
Si 7.7343 11.1635 30.1972 -0.1462 -0.0744 0.0657
Si 0 0 0.3944 0.2538 0.1667 -0.1172
Si 3.8672 0 0.3944 0.0109 0.2039 0.0702
Si 7.7343 0 0.3944 0.0307 0.0812 -0.2814
Si 1.9336 3.3491 0.3944 0.1435 -0.2278 0.1818
Si 5.8008 3.3491 0.3944 -0.1775 -0.0486 0.1607
Si 9.6679 3.3491 0.3944 0.2338 0.0336 0.0676
Si 0 6.6981 0.3944 0.1224 -0.0158 -0.2441
Si 3.8672 6.6981 0.3944 0.2031 0.221 0.0589
Si 7.7343 6.6981 0.3944 0.1385 0.156 -0.0299
Si 1.9336 10.0472 0.3944 0.1904 0.0598 0.257
Si 5.8008 10.0472 0.3944 -0.0203 -0.1098 0.183
Si 9.6679 10.0472 0.3944 0.0741 -0.1491 -0.1279
Si 0.0735 0.0411 2.7568 -0.0066 -0.0026 0.0132
Si 3.8981 0.0463 2.7756 -0.0029 -0.0017 0.0051
Si 7.768 0.0269 2.7334 -0.005 -0.0124 0.0166
Si 2.0035 3.3098 2.7963 -0.0056 0.0038 0.0088
Si 5.8007 3.3521 2.7781 0.0157 0.0046 0.0135
Si 9.7361 3.38 2.7689 -0.0084 0.0002 0.0125
Si 0.0874 6.6881 2.7315 -0.0017 0.0019 0.0078
Si 3.9576 6.7511 2.7826 -0.0145 -0.0049 0.0078
Si 7.8153 6.7444 2.7575 -0.0079 -0.0053 0.0077
Si 2.0062 10.0792 2.7915 0.0034 -0.0086 0.0062
Si 5.822 10.0281 2.788 0.0116 0.0072 0.0072
Si 9.7258 10.0243 2.7431 -0.0132 0.0127 0.0128
Si 0.0541 2.2478 3.6487 0.0159 -0.0074 -0.0203
Si 3.9133 2.2191 3.7656 -0.0114 -0.0088 -0.0033
Si 7.7776 2.2838 3.4761 -0.0083 0.003 -0.0138
Si 2.0464 5.5644 3.4621 0.0069 0.0038 -0.0043
Si 5.9092 5.598 3.5188 0.0048 0.0016 -0.0153
Si 9.752 5.6283 3.5377 -0.0008 0.0055 -0.0152
Si 0.0885 8.908 3.5077 0.009 -0.0082 -0.0188
Si 3.8987 8.9609 3.7299 -0.0138 -0.0033 -0.0105
Si 7.7912 8.973 3.6102 -0.003 0.0011 -0.0192
Si 1.9976 12.3244 3.6079 0.0003 0.0095 -0.0149
Si 5.8302 12.2861 3.4669 0.0018 0.0045 -0.0081
Si 9.7344 12.2876 3.387 0.0006 0.0017 -0.011
Si 0.0915 2.2491 6.0829 0.0018 0.0046 0.0175
Si 3.9431 2.165 6.3085 -0.0187 0.008 -0.008
Si 7.8281 2.3083 5.8041 -0.01 0.0178 0.0038
Si 2.1754 5.502 5.7849 0.0042 0.0009 0.0035
Si 6.0411 5.5874 5.8672 0.0078 -0.0071 0.0147
Si 9.8628 5.686 5.8963 0.005 -0.0112 0.0131
Si 0.1952 8.8439 5.8572 0.0008 0.0043 0.0149
Si 3.9369 8.966 6.2162 -0.0095 0.0158 -0.0034
Si 7.8484 9.012 6.0116 -0.0009 -0.0011 0.0139
Si 2.0617 12.3454 6.0081 0.0055 0.002 0.0113
Si 5.8982 12.2962 5.7938 -0.0085 -0.0015 0.0061
Si 9.8459 12.2824 5.6852 0.0089 -0.0161 0.0123
Si 1.8893 1.055 7.1267 0.0098 0.0053 -0.0167
Si 6.0372 1.0663 6.7146 0.0075 -0.0289 -0.0141
Si 9.6963 1.0832 6.5544 -0.0054 -0.0222 -0.0028
Si 0.2025 4.5488 6.6453 0.0214 0.0074 -0.0216
Si 4.149 4.4999 6.7088 -0.0079 -0.0067 -0.0146
Si 8.0192 4.5095 6.7109 -0.0027 0.0109 -0.0299
Si 2.0335 7.5942 6.8197 0.0035 0.0024 -0.0276
Si 5.9409 7.7939 6.7314 -0.0019 0.0009 -0.0083
Si 9.8329 7.9254 6.7344 -0.0122 -0.0113 -0.0133
Si 0.1414 11.0992 6.4959 -0.0015 0.0074 -0.0111
Si 4.0221 11.3272 6.8689 0.0096 -0.0101 -0.0156
Si 7.8947 11.3341 6.5765 0.0069 0.0138 -0.0115
O 6.0645 7.5809 8.3851 -0.0035 0.0059 0.0287
O 1.8505 7.0474 8.4191 -0.0143 -0.016 0.0317
O 6.6113 0.7901 8.2839 0.0069 0.0038 0.0203
O 7.9824 11.8653 8.1762 -0.0026 0.0051 0.0065
O 8.3337 4.536 8.351 0.003 -0.004 0.0378
O 9.3313 0.8358 8.178 0.0001 0.0035 0.0071
O 0.3243 4.7927 8.2936 -0.0014 0.0053 0.0164
O 10.036 8.05 8.3955 -0.0019 0.0097 0.027
O 11.6003 10.9655 8.1266 0.0095 -0.0062 0.0632
O 4.0967 11.8512 8.4861 0.0071 0.0045 0.0228
O 4.4442 4.8877 8.3057 0.0039 -0.0011 0.0244
O 1.5666 0.8794 8.786 -0.0205 -0.0086 0.0316
O 8.0958 13.2978 22.3243 0.0027 0.0014 -0.0289
O 3.4149 -0.2857 22.2483 0.0006 0.0023 -0.0275
O 1.7962 10.321 22.3018 -0.0038 0.003 -0.0452
O 3.6697 6.6034 22.1951 -0.0024 -0.0024 -0.0353
O 1.472 3.9219 22.3391 -0.0025 0.0149 -0.0266
O 11.4284 12.9387 22.2743 -0.001 -0.0003 -0.0184
O 7.4802 6.757 22.0606 0.0018 0.0179 -0.0406
O 9.5005 10.2147 22.1216 0.0046 -0.0069 -0.0409
O 5.5749 3.2761 22.0138 -0.0051 -0.0137 -0.0363
O 9.257 3.4221 22.2131 -0.0013 -0.0011 -0.0189
O 5.2536 10.0443 22.3417 0.0035 0.001 -0.0386
O 0.1356 6.3088 22.3435 0.0057 -0.0116 -0.0194
Si 9.924 9.5367 20.6886 -0.0012 0.0022 0.0207
Si 5.9082 10.2373 20.8714 0.0033 -0.0086 0.0149
Si 5.2543 2.224 20.7962 -0.0016 0.0054 0.0213
Si 6.9268 10.0205 15.8941 -0.0006 -0.0029 -0.0008
Si -0.9147 11.645 15.5475 0.0012 -0.0026 -0.0023
Si 4.5808 4.1795 15.4575 0.0074 0.0037 0.0013
Si 0.7244 5.0704 21.4366 -0.0049 -0.0045 0.0069
Si 2.1726 5.6112 15.8601 -0.0002 0.0031 0.0018
Si 9.3437 0.9554 19.1102 0.0029 -0.0016 -0.0015
Si 6.7513 4.6214 13.4862 -0.0045 0.0012 -0.0022
Si 6.9162 6.1425 17.9162 0.0049 -0.0007 -0.0019
Si 11.8718 1.9681 12.7524 0.0007 -0.001 -0.0029
Si 9.6007 3.5195 14.2181 -0.0024 0.0011 0.0032
Si 12.8611 -7.6593 9.2514 0.012 0.002 -0.0087
Si 3.8472 9.8082 16.5825 0.0003 -0.0007 0.001
Si 11.6259 0.4631 20.9422 0.0175 -0.0016 0.013
Si 17.6304 6.4208 11.3276 0.0095 -0.0091 0.0107
Si 9.1373 10.1409 17.8117 0.0024 0.0015 0.0047
Si 17.66 2.7853 11.1471 -0.0047 -0.0013 0.0108
Si 8.2424 1.5008 16.3169 0.0003 0.0037 -0.0003
Si 8.861 7.7697 16.1387 0.0016 -0.0031 -0.0022
Si 8.0172 13.4205 8.7301 0.0001 -0.0028 -0.0133
Si -0.188 11.1095 9.716 -0.015 -0.0097 -0.0295
Si 0.9735 0.3673 10.2487 0.0002 0.0024 -0.0098
Si 7.197 13.1659 20.9692 0.0083 -0.0033 0.0164
Si 9.5059 8.7319 9.7912 0.0021 0.0106 -0.002
Si 2.217 11.2664 11.3957 0.0012 -0.0008 -0.0005
Si 4.7955 11.2452 9.8544 -0.0052 -0.003 -0.0132
Si 12.6552 0.1999 15.0045 -0.0024 -0.0015 -0.0029
Si 6.0924 3.2512 17.8481 0.0016 -0.0029 -0.0002
Si 10.2368 3.1068 20.9481 0.0149 0.02 0.0144
Si 8.1975 18.0302 9.9679 0.0029 0.0101 -0.0068
Si 2.1574 2.8791 14.8729 -0.0034 -0.0011 -0.002
Si 3.8947 6.9885 17.9285 -0.0001 0.0011 -0.0007
Si -1.0569 6.2607 11.2694 0.007 -0.0055 0.0103
Si 2.934 6.8347 20.7568 -0.0167 -0.002 0.004
Si 3.5646 11.2166 19.1584 0.0005 0.0001 -0.0065
Si 1.8125 -2.506 14.5203 -0.001 -0.0038 -0.0044
Si 3.1152 13.7144 20.762 -0.0111 0.0035 0.0125
Si 6.877 -0.1858 11.3709 0.0033 -0.0095 0.0054
Si 7.7382 7.5954 20.6781 -0.0098 -0.0031 0.0157
Si 4.0376 4.6327 9.8628 -0.017 0.0027 -0.0134
Si 6.3799 8.6204 9.6035 0.0034 -0.0009 -0.018
Si 11.0473 6.1346 14.4831 -0.0028 0.0006 -0.0049
Si 7.9582 12.4185 14.3309 -0.0057 0.0026 -0.0052
Si 1.5079 9.7079 20.8256 0.0006 -0.0183 0.0154
O 3.6902 -2.6151 10.9432 -0.0133 -0.003 -0.0022
O 1.4335 2.9494 13.3938 0.0035 0.0005 0.0021
O 9.7786 7.6785 11.0032 -0.0022 -0.0004 -0.0077
O 7.0566 4.5361 18.0316 -0.0019 0.0021 0.0008
O 6.4587 6.1164 12.876 0.0051 -0.0125 -0.0081
O 3.782 2.9748 14.6736 -0.0008 -0.0015 -0.0034
O 10.9219 6.2089 12.857 0.0014 0.0001 0.0016
O 12.0189 0.5335 13.5266 0.0023 -0.0027 0.0015
O 9.2572 0.9791 17.4912 -0.0045 0.0022 -0.0091
O 0.4977 1.6639 11.1541 -0.003 0.0054 0.0013
O 7.3197 6.7355 19.3746 -0.0002 0.0015 0
O 10.1485 10.1899 10.1513 0.0245 0.0061 -0.0222
O 7.9849 6.5561 16.7611 0.0032 0.0031 -0.0016
O 4.7128 3.1871 10.2826 0.003 -0.001 -0.006
O 1.671 4.0538 15.903 0.0008 -0.0015 -0.0023
O 2.2199 8.2726 20.7268 0.0108 0.0054 0.0128
O 9.5034 11.8658 14.4305 -0.0014 -0.0003 -0.0042
O 10.1089 11.129 16.9672 -0.0019 -0.001 -0.0007
O 5.9583 0.7996 21.1642 0.0017 0.0021 -0.0066
O 8.1328 -0.0032 10.3476 -0.0046 0.0019 0.0004
O 5.9518 3.5519 12.572 0.0048 0.0142 0.0077
O 12.5818 6.4191 15.0562 0.0036 -0.001 -0.0003
O 11.0995 4.4343 20.5575 -0.007 -0.0056 0.0013
O 5.5393 9.9444 9.2577 0.0049 0.0034 0.0052
O 7.9315 9.036 9.6459 -0.0042 -0.0048 -0.0133
O 8.0129 0.196 19.6421 0.0053 0.0056 -0.0038
O 1.1174 10.4973 10.4739 -0.0235 0.0219 -0.0069
O 11.3057 1.978 21.4414 -0.006 -0.0054 -0.0063
O 9.5229 8.6025 17.3909 -0.0007 -0.0015 -0.0035
O 1.5378 13.7405 20.4078 0.0023 -0.0009 0.0016
O 13.3414 1.5111 15.6438 0.0007 0.0016 0.0007
O 11.9651 6.2699 10.4861 -0.0171 0.0064 0.0048
O 4.7234 10.2385 19.7656 0.0038 0.0032 0.0036
O 4.0089 6.7826 19.5419 0.0001 0.0025 -0.0004
O 7.7825 0.3034 15.3195 0.0014 0.0007 -0.0014
O 6.0494 14.6047 11.4843 -0.0047 0.0071 -0.0084
O 5.3664 9.634 16.042 0.0014 0.0001 -0.0024
O 10.4087 2.6508 13.0726 -0.0026 0.0016 -0.004
O 10.5904 4.6219 14.9001 0.0001 -0.0026 -0.0014
O 6.1016 4.4761 14.9648 0.001 -0.0003 -0.0022
O 9.3237 8.0123 20.6285 0.0002 0.0023 -0.0002
O 1.9993 -2.646 12.9176 0.0032 -0.0002 -0.0007
O 3.5365 8.5166 17.5119 0.0001 0.0013 0.0013
O 2.5822 6.1664 17.3447 -0.0021 -0.0021 -0.0022
O 7.5019 -0.6183 12.8089 0.0028 -0.0011 0.0075
O 7.4899 3.2319 10.4579 -0.0058 -0.0031 -0.008
O 7.8423 8.7773 15.3252 -0.0001 0.0037 -0.0024
O 6.7106 11.64 20.7906 -0.0057 -0.0035 0.0026
O 9.3355 10.3829 19.4078 -0.0048 0.003 -0.012
O 5.4066 6.5866 17.4229 0.0022 -0.0012 -0.0002
O 3.8112 12.7609 19.6271 0.0041 -0.0072 -0.0016
O 3.6607 1.8601 20.6999 0.0023 -0.0077 0.0001
O 9.4016 2.5063 19.6799 -0.0072 -0.0078 -0.0068
O 8.3448 4.3055 13.5178 -0.0045 0.0001 -0.0038
O 5.718 2.7576 19.3464 0.0067 0.0052 -0.0111
O 9.0503 2.5842 15.4179 -0.0012 -0.0021 -0.0015
O 7.1871 5.8547 10.3298 -0.0119 -0.0019 0.0028
O 10.0284 7.2212 15.1536 -0.0021 0.0006 0.0007
O -0.0713 9.5032 20.5544 0.0117 -0.0031 0.0014
O 2.0942 12.8946 11.1076 0.003 -0.0146 -0.0047
O 5.9292 8.0183 11.0542 0.0006 -0.0035 -0.0028
O 2.8097 9.8812 15.3196 -0.0003 -0.0001 0.0002
O 9.6189 4.9961 10.7226 -0.0001 0.0038 -0.0072
O 6.9566 11.2446 14.8332 0.0009 -0.0007 0.0014
O 4.6044 5.7526 10.9056 0.0071 0.0037 -0.0024
O 2.1021 10.7136 19.6898 0.0117 0.0054 -0.0074
O 0.2317 10.6344 14.9264 -0.0034 0.0008 0.0003
O 11.3059 12.7176 10.0608 0.0118 -0.0194 -0.0133
O 3.6683 5.5312 15.1477 -0.0003 -0.0026 -0.0024
O 10.6412 13.5232 19.679 -0.0103 0.0007 -0.0074
O 6.8883 8.9814 20.6086 -0.0008 -0.0009 0.0075
O 3.6473 11.1317 17.529 0.0005 -0.0029 -0.0058
O 11.416 -0.3321 15.911 0 0.0022 0.0015
O 1.8368 5.6747 20.4287 0.0161 0.0149 -0.0012
O 7.5762 10.4333 17.3601 -0.0024 -0.0022 -0.0017
O 4.7396 3.6969 17.0245 -0.0037 0.0014 -0.0029
O 5.8428 -1.2433 10.6953 0.0029 0.0039 -0.0033
O 2.413 4.7598 9.9046 0.0158 -0.0038 -0.0057
O 6.8956 2.1006 17.0168 0.004 -0.0014 -0.0013
O 2.1922 -0.9598 14.9026 0.0004 0.003 0.0011

Results
free energy: -164674.829 eV
free energy less fixed offsets of O -568.88, Si -635.61 eV per atom: -0.049 eV

The program warned: the cutoff lies below the one the program advises for these potential files; the forces do not sum to zero within the program's tolerance; the exchange-correlation potential is rough where the density is thin.
